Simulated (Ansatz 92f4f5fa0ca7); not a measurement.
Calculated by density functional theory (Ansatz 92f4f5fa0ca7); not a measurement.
Periodic cell of 217 atoms, Si128O89, from a study of silicon, its oxide and their interface. The atomic structure is a simulated model.
This geometry differs little from another in the collection (a relaxation step or a small displacement).

Settings: functional r2SCAN; potential files Ansatz PAW; basis plane waves; wave-function cutoff 800 eV; density cutoff ratio 5; exchange-correlation grid ratio 1; k mesh 1 x 1 x 1, shifted by 0.5 0.5 0 of a step; self-consistency stop 1e-10 eV per atom in the density residual; occupations fixed; spin none; net charge 0.

Cell vectors (angstrom)
a  10.88  0  0
b  0  10.88  0
c  2.3905  2.7249  31.7158

Atoms and the computed forces on them: element, x, y, z (angstrom), force x, y, z (eV/angstrom)
Si  3.5066  2.6578  -2.0907  0.0082  -0.0014  -0.0717
Si  6.9345  5.865  -1.9332  0.0004  0.0148  -0.0323
Si  4.2228  7.3694  -2.3001  -0.0091  0.0095  -0.0591
Si  7.4446  -0.4599  -1.8656  0.0182  -0.0077  -0.0518
Si  -1.269  1.4975  -2.453  -0.0127  0.0004  -0.0519
Si  1.8953  5.2204  -2.0555  0.0104  0.0026  -0.0645
Si  2.4066  4.63  -8.8066  -0.0089  -0.0028  -0.0072
Si  1.514  0.2039  -1.9712  0.0089  -0.0131  -0.0706
Si  4.524  3.1975  0.019  -0.0066  -0.0006  0.005
Si  6.2961  4.8996  0.1102  -0.0023  0.003  0.0137
Si  4.5239  -2.1975  0.3386  -0.0069  -0.0067  -0.0247
Si  6.2954  -0.5524  0.1798  0.0085  0.003  0.0083
Si  -0.8339  3.2527  -0.0196  -0.0081  -0.0027  -0.0341
Si  0.9127  5.0068  0.0827  0.0051  0.0018  -0.0017
Si  10.0023  8.6808  0.3229  0.0051  -0.0005  0.0012
Si  0.8898  -0.4969  0.1841  0.0021  0.0033  0.0071
Si  2.72  4.08  1.3409  0.0002  0.0037  0.002
Si  5.4626  6.7662  1.3853  0.0062  -0.0094  -0.0056
Si  2.6981  -1.3042  1.5051  -0.0109  0.0002  0.0017
Si  5.4286  1.3725  1.2789  0.0027  0.0015  -0.0021
Si  8.1903  4.0689  1.2812  -0.0084  0.0009  -0.0017
Si  9.4658  5.485  2.7178  0.0024  0.0003  -0.0037
Si  8.1317  9.5342  1.4812  -0.0027  0.0049  -0.0037
Si  -0.0081  1.3972  1.3044  -0.0024  -0.0018  0.001
Si  1.4189  2.6627  2.7201  0.002  -0.0005  -0.0052
Si  4.0172  5.4873  2.7198  -0.001  0.0016  -0.0048
Si  1.4264  8.0886  2.7811  -0.0021  0.0019  -0.0056
Si  4.0428  0.1236  2.7768  0.0021  0.0021  -0.0057
Si  6.8706  2.6555  2.6505  0.0019  0.0003  -0.0023
Si  10.9171  6.7964  1.3878  0.0023  0.0003  -0.0014
Si  6.8579  8.0695  2.8005  -0.0013  0.0004  -0.0067
Si  9.4598  0.1188  2.729  0.004  0.0005  0.0004
Si  2.7161  1.392  4.1914  0.0024  -0.0009  -0.0037
Si  5.4545  4.0686  3.9581  -0.0015  0.0005  -0.0057
Si  2.7386  6.7859  4.1608  -0.0007  0.0001  -0.0038
Si  5.4371  9.5292  4.0508  -0.0005  0.0032  -0.0011
Si  8.1367  1.3866  4.1294  -0.0016  0.0018  -0.0032
Si  10.8855  4.0794  4.0229  -0.0022  0.0033  -0.0014
Si  8.1808  6.7712  4.1925  0.0017  0.0016  -0.0029
Si  10.8656  9.5353  3.9881  -0.0019  -0.002  -0.0029
Si  4.1356  2.7771  5.4304  0.0024  0.0007  0.002
Si  6.7649  5.3797  5.429  0.0019  -0.0008  0.001
Si  4.0868  8.1685  5.4499  -0.0008  0.0025  -0.0008
Si  6.8006  0.0022  5.4464  -0.0021  0.0019  0.0006
Si  9.5125  2.7343  5.423  0.0002  0.0005  0.0006
Si  1.3582  5.4324  5.4474  -0.0017  0.0007  0.0003
Si  9.5614  8.208  5.4359  0.0032  0.0014  0.0008
Si  1.3217  -0.0417  5.4248  0.0005  -0.0048  0.0027
Si  2.7612  4.105  6.7922  0.0008  0.0032  -0.0026
Si  5.4316  6.7756  6.7798  -0.0018  -0.0009  0.0009
Si  2.6864  9.4949  6.7939  0.0012  -0.0011  -0.0008
Si  5.4695  1.3998  6.7974  0.0036  0.0007  0.0002
Si  8.1377  4.0511  6.7987  0.0011  -0.0003  -0.0004
Si  0.0331  6.8437  6.7934  0.0027  0.001  0.0003
Si  8.1918  -1.3308  6.8001  0.0028  0.0027  0.0008
Si  10.8297  1.3201  6.7606  -0.0022  0.0005  -0.0022
Si  1.3427  2.6983  8.007  0.0017  -0.0005  -0.0011
Si  4.0961  5.452  8.213  -0.0011  0.0045  0.0023
Si  1.3641  8.1662  8.2442  0.0013  -0.0014  0.0031
Si  4.0629  0.0198  8.0483  0.0004  0.0013  0.0055
Si  6.8268  2.7069  8.246  0.0034  0.0002  0.0009
Si  9.5168  5.4576  8.0496  0.001  0.0023  0.0013
Si  6.8149  8.1531  8.0615  0.0026  -0.0001  -0.0002
Si  9.5132  0.0122  8.2398  0.0009  0.0043  0.0014
Si  2.6563  1.3465  9.3487  -0.001  -0.0005  0.0053
Si  5.462  4.0918  9.6047  0.0011  0.0022  0.003
Si  2.7312  6.7853  9.5984  0.0039  -0.0021  -0.0011
Si  5.4432  -1.3411  9.3448  0.003  -0.0049  0.0053
Si  8.1813  1.3628  9.6665  0.0035  -0.0007  -0.0045
Si  0.0093  4.0712  9.3282  -0.0019  -0.0007  0.0026
Si  8.1669  6.7912  9.3916  0.0002  0.0003  0.0072
Si  -0.01  9.5336  9.6395  -0.0002  0.0007  0.0062
Si  3.9622  2.6652  10.7524  -0.0014  0.004  -0.0045
Si  6.9059  5.4992  10.8937  0.0041  0.0034  -0.0049
Si  4.1614  8.2286  10.8005  0.003  0.0033  -0.0066
Si  6.7371  -0.099  10.8801  -0.0025  -0.003  -0.0002
Si  -1.2349  2.8269  10.8735  0.0043  0.0046  -0.0041
Si  1.3157  5.3182  10.8075  -0.0037  -0.004  -0.0083
Si  7.665  -1.9217  12.0961  0.005  0.0035  0.0039
Si  1.4172  0.0775  10.91  0.0006  0.0031  -0.0066
Si  2.3059  3.6218  12.1475  0.004  0.0037  -0.0027
Si  5.9368  7.3043  12.0476  -0.0013  -0.0028  -0.0058
Si  3.2044  -0.9238  12.0746  -0.0017  -0.0034  0.0033
Si  4.8106  0.8323  11.9154  0.0114  0.0018  0.0201
Si  -2.2025  4.5696  12.1705  0  -0.0015  0.0031
Si  -0.382  6.3268  12.0737  -0.0007  0.0033  0.0062
Si  9.465  8.0642  10.8689  -0.0032  -0.0026  -0.0051
Si  0.5631  1.9128  12.1463  -0.0002  -0.0006  -0.0028
Si  -0.5816  1.4065  14.1183  0.0005  -0.0081  0.0553
Si  8.1109  -0.8575  14.1203  0.003  0.0078  0.062
Si  5.5187  -1.1486  18.5196  -0.0017  -0.0154  0.0523
Si  5.9206  1.3111  14.626  0.0036  -0.0028  0.057
Si  2.9786  3.1816  17.0384  0.0018  0.003  0.072
Si  2.9301  -1.7227  14.2968  -0.0021  0.0037  0.0583
Si  0.2712  7.103  -3.856  -0.006  0.0066  -0.0676
Si  7.6364  -0.1719  -7.3832  0.0015  -0.0011  -0.0582
Si  -0.4062  0.8289  16.9493  -0.006  -0.0067  0.0689
Si  5.9175  0.3278  21.2627  -0.0042  0.007  0.0178
Si  8.1467  3.5965  14.2884  -0.0089  0.0016  0.0599
Si  6.1606  3.4134  21.0973  0.0012  -0.0063  0.0204
Si  -0.7199  0.2832  -9.0541  0.0055  -0.0017  -0.0032
Si  0.6949  6.9433  14.0868  -0.0048  0.0001  0.0457
Si  9.176  7.9724  -1.6986  0.007  -0.0077  -0.0709
Si  5.2416  4.7223  18.4936  -0.0036  0.0004  0.0543
Si  3.7792  0.395  16.5677  0.0015  0.0069  0.062
Si  2.9079  4.6592  14.2142  0.0063  0.0016  0.0617
Si  5.4339  3.1516  -4.6202  -0.0092  -0.0036  -0.0505
Si  4.3079  7.2795  19.8271  -0.0011  0.0025  0.0287
Si  5.123  6.8721  14.1764  0.0051  -0.0078  0.0504
Si  -0.303  6.0664  -8.3905  0.0083  0.0036  -0.0175
Si  0.9248  -2.1255  -8.8116  -0.0014  0.0008  -0.0073
Si  1.3179  7.7628  20.5339  0.0057  -0.011  0.0167
Si  0.026  4.8837  20.7245  0.004  0.0018  0.0285
Si  6.8059  4.9726  -4.1213  0.0114  0.003  -0.0507
Si  8.2186  -0.972  17.0259  -0.0079  0.0068  0.0676
Si  -0.8343  6.5097  16.6398  0.0059  -0.0055  0.0591
Si  0.1629  3.8248  17.901  0.0282  0.0018  0.046
Si  7.2024  5.9008  16.2574  0.0011  -0.001  0.0701
Si  6.3049  6.5745  -6.3846  -0.0034  0.0082  -0.047
Si  2.5635  -1.8958  -4.1119  -0.0002  0.0125  -0.0666
Si  7.4635  0.8575  -4.4967  -0.0052  -0.0014  -0.0706
Si  8.997  6.0065  -5.8546  -0.001  0.0037  -0.057
Si  2.8066  -0.6351  -6.8641  -0.0064  0.0066  -0.0399
Si  1.8395  1.6726  -8.3285  -0.001  0.0063  -0.0155
Si  5.2768  -2.0419  -8.0491  -0.0079  0.0041  -0.0234
Si  6.1567  1.9123  -9.1043  -0.0034  -0.0018  -0.008
Si  -0.2637  -1.8853  18.2703  0.0052  0  0.0431
Si  4.9291  4.2188  -7.4094  -0.0075  0.0008  -0.041
O  8.4257  6.5163  -1.6711  0.0047  0.0177  0.0326
O  3.8658  -2.4498  -1.1432  0.0075  0.0018  0.025
O  8.7443  0.4859  -1.5148  -0.0105  -0.0141  0.0263
O  8.0417  -1.908  -2.2923  0.0099  0.0058  0.0354
O  -1.1996  2.8982  -1.617  0.0043  0.0071  0.0329
O  2.1199  8.1292  -9.715  0.0005  -0.0003  -0.0023
O  4.3475  5.4313  14.1426  -0.0039  0.004  -0.0152
O  -0.8739  6.7987  -4.9135  0.02  0.0079  0.0388
O  2.2844  3.6867  -2.4106  0.0029  0.013  0.029
O  4.4742  2.6608  -3.4023  -0.033  -0.0033  0.0637
O  6.4101  1.9353  -5.0488  0  0.0086  0.0227
O  -0.3783  4.9748  16.8981  -0.0034  0.0121  -0.021
O  0.1731  -0.9416  -9.6278  -0.0014  -0.0013  0.0013
O  0.8729  6.2188  20.4273  -0.0017  0.0002  -0.0078
O  4.5746  3.5815  -5.9504  0.0176  -0.0069  0.0472
O  -1.0274  5.4383  -7.0922  -0.0151  0.0006  0.0223
O  6.1964  5.2099  -7.2647  0.0009  0.0053  0.0207
O  0.2649  1.3516  -8.3605  -0.0012  0.0002  -0.0003
O  5.7888  7.0289  -2.1686  -0.0095  -0.0071  0.0313
O  6.963  1.1969  -7.9108  0.0034  -0.0065  0.0125
O  3.85  8.1067  -3.6813  0.0084  -0.0162  0.0443
O  0.2353  0.9455  -2.6797  0.0044  -0.0046  0.0317
O  8.2367  4.8685  -4.9648  -0.0207  -0.0042  0.0364
O  4.1789  -0.9341  -7.6512  -0.0069  0.0016  0.0094
O  3.0016  -0.9296  -5.3087  -0.0065  -0.0121  0.0428
O  1.9805  -1.0232  -2.9019  -0.0168  0.0236  0.0485
O  2.5539  1.2321  -9.7077  -0.0025  0.0053  0.0012
O  7.8934  4.7157  15.4142  0.0051  -0.0228  -0.042
O  6.0326  -0.5416  19.9222  -0.0025  -0.0091  -0.022
O  4.3519  3.5762  17.7914  -0.0181  -0.0072  -0.0293
O  6.7647  0.0961  -3.2399  -0.0021  -0.0163  0.0496
O  9.133  -0.301  -7.9594  -0.0144  -0.0025  0.0108
O  8.4849  -1.5998  15.5361  -0.0022  -0.0022  -0.0538
O  8.4555  6.6733  16.9383  -0.0062  -0.0028  -0.0219
O  1.2376  5.6452  -8.4484  -0.0035  0.0012  0.0034
O  6.8885  2.5835  14.4702  0.0091  0.0058  -0.0213
O  4.9912  7.2316  21.3044  -0.0054  0.0015  -0.0177
O  -0.5673  6.8576  15.0905  0.0208  0.0062  -0.0593
O  9.3832  1.0348  -10.2344  -0.004  0.003  -0.0121
O  6.2165  5.3645  17.3974  0.0185  0.0093  -0.0369
O  6.7361  -0.0633  14.4571  0.0018  -0.0017  -0.0296
O  1.7579  5.776  14.4881  0.005  -0.0003  -0.0314
O  0.9255  5.7578  -3.2409  0.02  -0.0118  0.0511
O  8.861  0.5287  16.9459  0.0041  -0.0008  -0.0241
O  2.8191  7.8881  19.9526  0.0024  -0.0012  -0.0108
O  8.8184  1.5689  -3.8849  0.0151  0.0045  0.0373
O  6.6653  -1.0118  17.3964  0.0151  0.0034  -0.0253
O  5.0865  1.1894  15.9983  0.0183  0.0045  -0.0363
O  3.3138  6.0411  -2.0794  -0.0194  -0.0021  0.023
O  1.7776  3.8734  17.8639  0.0172  -0.0049  -0.0227
O  2.7988  1.2092  -1.8825  0.0026  0.0095  0.0249
O  4.087  8.0484  14.6172  -0.0014  -0.002  -0.0238
O  5.1996  0.8775  -9.8914  -0.0027  0.0005  0.0018
O  7.7433  -0.1286  -5.7584  -0.0024  0.0117  0.0356
O  5.9543  6.2069  -4.8461  0.0029  -0.015  0.0369
O  9.4989  2.748  14.6133  -0.0009  0.0075  -0.0274
O  0.2022  0.8823  15.4428  0.0037  0.0078  -0.055
O  1.4751  -2.4991  14.2911  0.0104  0.007  -0.0261
O  1.5907  -1.5142  -7.4656  0.0054  -0.0034  0.0107
O  0.3037  -0.4631  17.6775  0.0011  0.0122  -0.0248
O  5.9061  1.8629  20.8152  -0.0003  -0.0034  -0.001
O  3.0794  -0.5898  15.4724  -0.0071  -0.0211  -0.0473
O  -0.4041  7.9495  -2.6638  -0.0327  0.0026  0.0574
O  4.8377  1.428  13.4493  -0.0175  -0.0068  -0.0403
O  0.0415  7.603  17.4754  -0.0013  -0.0134  -0.0287
O  6.3263  6.8402  15.2724  -0.0146  0.014  -0.0436
O  4.8175  -2.6493  -9.4853  -0.0002  -0.0006  0.0062
O  9.0036  -1.7315  18.2249  -0.0038  0.003  -0.0239
O  -0.4343  4.2123  19.3428  0.0023  -0.0048  -0.029
O  3.7411  5.1139  -8.0451  0.0069  0.0023  0.0112
O  9.2456  0.2343  13.6952  0.0022  -0.0052  -0.0257
O  2.5074  0.9323  -7.0622  -0.0024  -0.0043  0.0139
O  7.8626  7.0251  -6.4351  -0.0003  -0.0069  0.0178
O  -0.2166  7.6831  -8.4034  -0.0045  -0.0053  0.0051
O  2.0065  3.2364  -8.1285  0.0022  0.0007  0.0055
O  6.1786  4.1453  19.6692  -0.0063  0.0033  -0.026
O  5.175  8.1857  18.8156  0.0031  0.0128  -0.0125
O  7.2146  2.5635  -10.131  -0.0004  -0.0037  -0.003
O  6.7502  -1.3825  -8.0012  0.0041  0.0034  0.0093
O  5.2837  7.6756  -6.9313  0.001  -0.0071  0.014
O  4.2133  -0.4235  17.8978  -0.0044  0.0073  -0.0276
O  2.9708  3.6717  15.4948  0.0045  0.0219  -0.0618
O  1.4007  7.976  -4.5947  -0.0119  -0.0109  0.0277
O  -0.2615  2.293  17.6058  0.0029  -0.0116  -0.0202
O  2.7654  1.5723  17.0311  0.0047  -0.0058  -0.0205
O  4.2494  5.8137  19.1608  0.004  -0.0063  -0.0176
O  0.3388  -2.1089  19.7409  -0.0064  0.0048  -0.0185
O  -1.1217  5.5041  -9.6485  -0.0007  -0.0013  -0.0018
O  5.2313  3.0588  -8.476  -0.0001  0.0081  0.0103

Results
free energy: -132639.166 eV
free energy less fixed offsets of O -570.45, Si -639.56 eV per atom: -5.436 eV

The program warned: the cutoff lies below the one the program advises for these potential files; the forces do not sum to zero within the program's tolerance; empty levels may hold ghost states of the PAW files; the exchange-correlation potential is rough where the density is thin.
